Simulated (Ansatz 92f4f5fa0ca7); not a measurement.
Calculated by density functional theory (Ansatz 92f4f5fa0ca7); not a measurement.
Periodic cell of 288 atoms, Si194O94, from a study of silicon, its oxide and their interface. The atomic structure is a simulated model.
Doubt: the cutoff is far below the 930 eV that the study's wrapper takes by default for these files, so forces and energies are approximate.
This geometry differs little from another in the collection (a relaxation step or a small displacement).

Settings
functional: PBE
potential files: Ansatz PAW
basis: plane waves
wave-function cutoff: 580 eV
density cutoff ratio: 5
exchange-correlation grid ratio: 1
k mesh: 1 x 1 x 1, Gamma-centred
self-consistency stop: 5e-08 eV per atom in the density residual
occupations: fixed
spin: none
net charge: 0

Cell vectors (angstrom)
a, 11.6015, 0, 0
b, 0, 10.938, 0
c, 0, 0, 41.2469

Atoms: element, x, y, z (angstrom)
Si, 0, 0, 0.9665
Si, 3.8672, 0, 0.9665
Si, 7.7343, 0, 0.9665
Si, 1.9336, 1.3673, 0.9665
Si, 5.8008, 1.3673, 0.9665
Si, 9.6679, 1.3673, 0.9665
Si, 0, 5.469, 0.9665
Si, 3.8672, 5.469, 0.9665
Si, 7.7343, 5.469, 0.9665
Si, 1.9336, 6.8362, 0.9665
Si, 5.8008, 6.8362, 0.9665
Si, 9.6679, 6.8362, 0.9665
Si, 1.9336, 2.7345, 40.2798
Si, 5.8008, 2.7345, 40.2798
Si, 9.6679, 2.7345, 40.2798
Si, 0, 4.1018, 40.2798
Si, 3.8672, 4.1018, 40.2798
Si, 7.7343, 4.1018, 40.2798
Si, 1.9336, 8.2035, 40.2798
Si, 5.8008, 8.2035, 40.2798
Si, 9.6679, 8.2035, 40.2798
Si, 0, 9.5708, 40.2798
Si, 3.8672, 9.5708, 40.2798
Si, 7.7343, 9.5708, 40.2798
Si, 0, 0, 4.8337
Si, 3.8672, 0, 4.8337
Si, 7.7343, 0, 4.8337
Si, 1.9336, 1.3673, 4.8337
Si, 5.8008, 1.3673, 4.8337
Si, 9.6679, 1.3673, 4.8337
Si, 0, 5.469, 4.8337
Si, 3.8672, 5.469, 4.8337
Si, 7.7343, 5.469, 4.8337
Si, 1.9336, 6.8362, 4.8337
Si, 5.8008, 6.8362, 4.8337
Si, 9.6679, 6.8362, 4.8337
Si, 1.9336, 2.7345, 2.9001
Si, 5.8008, 2.7345, 2.9001
Si, 9.6679, 2.7345, 2.9001
Si, 0, 4.1018, 2.9001
Si, 3.8672, 4.1018, 2.9001
Si, 7.7343, 4.1018, 2.9001
Si, 1.9336, 8.2035, 2.9001
Si, 5.8008, 8.2035, 2.9001
Si, 9.6679, 8.2035, 2.9001
Si, 0, 9.5708, 2.9001
Si, 3.8672, 9.5708, 2.9001
Si, 7.7343, 9.5708, 2.9001
Si, 0.1401, -0.2239, 30.6985
Si, 3.7918, 0.3067, 30.6147
Si, 9.7359, 0.9339, 30.6354
Si, 1.7506, 1.4011, 30.6879
Si, 5.6661, 1.6915, 30.4884
Si, 7.9462, -0.5497, 30.4478
Si, 0.1236, 5.271, 30.7022
Si, 5.357, 7.1081, 30.4405
Si, 8.2166, 5.733, 30.0653
Si, 1.9322, 6.7305, 30.7388
Si, 3.8316, 5.3888, 30.6133
Si, 10.1001, 6.9067, 30.565
Si, 1.9583, 2.6968, 32.6368
Si, 5.833, 2.7157, 32.5966
Si, 9.7219, 2.4363, 32.5579
Si, -0.0206, 3.9267, 32.6057
Si, 3.8851, 4.0663, 32.5799
Si, 7.8517, 3.8755, 32.6411
Si, 1.9798, 8.1863, 32.6082
Si, 5.6399, 8.251, 32.5094
Si, 9.7152, 8.1051, 32.5753
Si, 0.0204, 9.4647, 32.6684
Si, 3.8006, 9.7293, 32.5363
Si, 7.7081, 9.3709, 32.5353
Si, 0.0425, -0.0551, 34.5477
Si, 3.862, 0.0009, 34.5407
Si, 7.7365, -0.1005, 34.4286
Si, 1.9441, 1.3384, 34.5521
Si, 5.8189, 1.3008, 34.4809
Si, 9.6872, 1.2273, 34.5436
Si, 0.0081, 5.4128, 34.4677
Si, 3.8755, 5.4348, 34.4996
Si, 7.7497, 5.4339, 34.4364
Si, 1.9504, 6.7823, 34.4993
Si, 5.7826, 6.8045, 34.41
Si, 9.6882, 6.7643, 34.4968
Si, 1.9338, 2.7403, 36.4384
Si, 5.8174, 2.7063, 36.3994
Si, 9.6615, 2.7137, 36.4015
Si, -0.0018, 4.0838, 36.4208
Si, 3.8834, 4.0742, 36.4251
Si, 7.73, 4.0941, 36.4016
Si, 1.9439, 8.1695, 36.4188
Si, 5.8107, 8.1598, 36.3804
Si, 9.6708, 8.178, 36.4029
Si, 0.0149, 9.5203, 36.4517
Si, 3.8803, 9.5301, 36.4269
Si, 7.731, 9.5371, 36.405
Si, 0, 0, 38.3463
Si, 3.8672, 0, 38.3463
Si, 7.7343, 0, 38.3463
Si, 1.9336, 1.3673, 38.3463
Si, 5.8008, 1.3673, 38.3463
Si, 9.6679, 1.3673, 38.3463
Si, 0, 5.469, 38.3463
Si, 3.8672, 5.469, 38.3463
Si, 7.7343, 5.469, 38.3463
Si, 1.9336, 6.8362, 38.3463
Si, 5.8008, 6.8362, 38.3463
Si, 9.6679, 6.8362, 38.3463
Si, 1.9888, 2.7112, 6.8142
Si, 5.7804, 2.7913, 6.7056
Si, 9.6816, 2.7351, 6.7862
Si, 0.0376, 4.0464, 6.7105
Si, 3.8581, 4.158, 6.7926
Si, 7.7448, 4.0869, 6.7354
Si, 1.9123, 8.2298, 6.813
Si, 5.7889, 8.2657, 6.7353
Si, 9.6578, 8.2628, 6.6987
Si, -0.0065, 9.6285, 6.805
Si, 3.8461, 9.6024, 6.8056
Si, 7.7244, 9.6282, 6.7803
Si, 0.0298, 0.1361, 8.731
Si, 3.9344, -0.0288, 8.8015
Si, 7.7139, 0.1588, 8.6661
Si, 2.0072, 1.4036, 8.8416
Si, 5.7616, 1.4807, 8.6324
Si, 9.648, 1.5029, 8.8234
Si, 0.002, 5.4385, 8.5727
Si, 3.8773, 5.565, 8.7282
Si, 7.6942, 5.4983, 8.606
Si, 1.8917, 6.8681, 8.7718
Si, 5.8198, 6.9081, 8.6384
Si, 9.6703, 6.7846, 8.4992
Si, 1.9145, 2.9031, 10.7137
Si, 5.717, 2.8175, 10.5836
Si, 9.477, 2.9385, 10.7888
Si, -0.0812, 4.1661, 10.5416
Si, 3.8455, 4.2981, 10.7155
Si, 7.5679, 4.3484, 10.6669
Si, 1.3441, 7.7994, 10.9267
Si, 6.1782, 8.0557, 10.6523
Si, 9.7413, 8.3519, 10.2106
Si, -0.0194, 9.6725, 10.593
Si, 4.5467, 9.8428, 10.8944
Si, 7.8642, 9.6247, 10.4702
Si, -0.1252, 0.3765, 13.4298
Si, 5.5845, 0.8095, 11.9267
Si, 7.6362, -0.1742, 12.5262
Si, 1.9493, 2.6264, 13.0898
Si, 4.6125, 1.3466, 13.9592
Si, 8.8914, 1.8113, 12.871
Si, 0.1444, 5.9652, 12.0239
Si, 1.5188, 4.9687, 13.6564
Si, 7.4322, 6.3794, 12.0481
Si, 3.0702, 8.6427, 12.275
Si, 5.96, 5.7114, 14.7068
Si, 9.7087, 7.1094, 12.1381
O, 3.8644, 7.249, 12.7395
O, 7.009, 6.3816, 13.6509
O, 6.665, 4.4703, 15.4733
O, 1.2342, 1.2471, 13.6463
O, 7.51, 9.7188, 13.8497
O, 5.4984, 6.8125, 15.8087
O, 5.7359, 12.9015, 15.0063
O, 8.0299, 2.8107, 13.8878
O, 2.62, 9.5748, 13.5875
O, 4.7179, 5.079, 13.8713
O, 3.4764, 2.5218, 13.6995
O, 11.4237, 10.6675, 11.9309
O, 8.4074, 5.0833, 28.5709
O, 4.0136, 10.4278, 29.2068
O, 3.794, 4.5173, 29.1863
O, 0.4701, 9.9139, 29.2657
O, 6.7482, 11.4567, 30.0952
O, 6.8882, 6.6748, 30.0673
O, 0.179, 4.5919, 29.1724
O, 5.7625, 2.7899, 29.2507
O, 4.7154, 7.921, 29.1373
O, 1.2986, 2.2249, 29.3196
O, 13.315, 7.5739, 29.3084
O, 8.0442, 9.2777, 29.2085
Si, -0.0707, 5.1957, 18.7513
Si, 10.6335, 8.6906, 14.7522
Si, 2.8764, 2.6398, 26.4421
Si, 4.5714, 9.2763, 28.2307
Si, -0.8893, 3.7652, 22.9743
Si, -1.9944, 2.0802, 20.8285
Si, 13.8531, 3.8512, 23.6535
Si, 2.2126, 6.9208, 23.5787
Si, 8.2994, 4.2751, 24.5937
Si, 7.5012, 8.8428, 27.703
Si, 9.8059, 1.6746, 27.6349
Si, 0.4266, 8.3813, 28.6997
Si, 5.5476, 10.6774, 24.2659
Si, 2.971, 8.3157, 18.1258
Si, -0.2619, 12.9401, 18.3662
Si, 2.4246, 11.301, 17.5739
Si, 4.1606, 4.1409, 21.1991
Si, 9.6723, 10.2823, 25.8872
Si, 5.2231, 10.5, 21.3642
Si, 7.8788, 1.4192, 25.3529
Si, 2.984, 10.5615, 26.0119
Si, 0.596, 8.7911, 25.5367
Si, 7.2883, 0.6185, 19.7137
Si, 5.348, 8.3422, 16.3444
Si, 4.9797, 3.846, 28.2704
Si, 3.4585, 10.4029, 14.7743
Si, 4.4885, 1.6334, 19.4681
Si, 7.0576, 2.9152, 15.2217
Si, 3.6142, 5.594, 12.7649
Si, 6.767, 5.5582, 22.1042
Si, 1.0281, 6.6707, 16.2316
Si, 5.0493, 8.1222, 23.0434
Si, 0.6372, 3.3027, 28.2892
Si, 8.659, 1.1935, 17.033
Si, 7.4337, 5.6148, 27.3698
Si, 7.9844, 9.6245, 15.427
Si, 2.2372, 6.4398, 20.5351
Si, 9.302, 5.0175, 20.6333
O, 0.0002, 3.6116, 18.3741
O, 10.3429, 4.967, 21.9114
O, 2.6218, 7.674, 19.5661
O, 2.3951, 5.3992, 24.1228
O, 3.6795, 7.6127, 23.7549
O, 2.286, 7.4632, 16.9012
O, -2.6333, 3.4662, 20.2273
O, 9.9158, 4.1111, 24.3613
O, 2.4981, 11.0126, 15.9656
O, 1.7324, 6.9564, 22.0065
O, 11.7594, 7.7073, 15.3461
O, 9.3099, 8.7058, 15.7064
O, 4.0217, 3.1121, 19.9454
O, 1.5135, 5.4536, 15.2544
O, 1.5801, 10.0697, 25.3743
O, 10.7021, 9.294, 25.1216
O, 2.3833, 9.8286, 18.266
O, 7.3968, 7.2454, 27.3904
O, -0.786, 1.5507, 19.8534
O, 3.7367, 1.222, 18.0735
O, 2.7098, 1.0447, 26.7766
O, 8.1215, 0.3778, 18.341
O, 6.1209, 1.709, 19.3296
O, 6.0314, 9.538, 27.5517
O, 1.0806, 7.6264, 24.5109
O, 6.4945, 0.5634, 25.2973
O, 8.3735, 1.9097, 26.8539
O, 1.7788, 3.6025, 27.17
O, 8.4712, 9.4169, 26.5467
O, 4.4622, 9.246, 15.3314
O, 0.0937, 6.0647, 17.4004
O, 3.2417, 3.5401, 22.4001
O, 7.5914, 5.1102, 23.4157
O, 3.606, 5.5892, 20.7284
O, 7.803, 2.5161, 16.62
O, 4.1216, 0.4869, 20.5883
O, 5.9774, 6.9213, 22.485
O, 4.3496, 3.0844, 26.9816
O, 6.5055, -0.6677, 20.3532
O, 5.7127, 4.3871, 21.6568
O, 8.0362, 5.0687, 25.9744
O, 5.6709, 11.2827, 22.7433
O, -1.4192, 2.3481, 22.3292
O, 3.5098, 9.3399, 26.9843
O, 5.8743, 9.0596, 24.1211
O, 1.1045, 5.5064, 19.8363
O, 10.3685, 0.2177, 27.1029
O, 1.0968, 12.1455, 17.9734
O, 10.0937, 5.6757, 19.3744
O, 4.5881, 8.3319, 17.8003
O, 9.0551, 0.4119, 24.7992
O, 7.9051, 5.8098, 20.9406
O, 10.9721, 2.781, 27.384
O, 5.9462, 5.003, 27.6541
O, 2.7293, 2.8572, 24.8394
O, 7.6395, 2.782, 24.5151
O, 6.8197, 9.0494, 16.4093
O, 0.5241, 8.2787, 27.0847
O, 8.4522, 0.2035, 15.7679
O, 0.696, 3.6029, 23.2375
O, 4.0214, 10.8377, 24.7934
O, 10.2114, 1.6207, 17.2492
O, 8.3612, 1.0425, 20.8697
O, 4.6107, 9.049, 21.7594
O, 9.5238, 1.7879, 29.228
O, 10.0715, 8.2158, 13.3141
O, -1.2951, 1.492, 13.642
O, 11.3115, -0.7723, 14.5698
O, -1.0027, 7.7579, 29.2112
O, 7.968, 4.5434, 31.1336

Results
free energy: -176783.797 eV
free energy less fixed offsets of O -568.88, Si -635.61 eV per atom: -0.737 eV

Forces (eV/angstrom), in the order of the atoms: element, x, y, z
Si, -0.0002, 0.0378, 0.0243
Si, 0.002, 0.0517, 0.0207
Si, 0.0014, 0.0473, 0.0031
Si, -0.0031, -0.0536, 0.0063
Si, 0.0018, -0.0157, -0.0138
Si, 0.0016, -0.0602, 0.002
Si, -0.0082, 0.0158, -0.0056
Si, 0.001, 0.0467, 0.0012
Si, 0.0025, 0.0344, -0.0083
Si, -0.0054, -0.0629, 0.0056
Si, 0.0058, -0.0448, -0.0091
Si, 0.0038, 0.0069, -0.0316
Si, 0.0097, 0.0209, 0.0287
Si, 0.0007, 0.0299, -0.0001
Si, -0.003, 0.0412, 0.0165
Si, 0.0035, -0.0248, -0.0136
Si, 0.0023, -0.0392, -0.0038
Si, 0.0029, -0.0478, -0.0181
Si, 0.0062, 0.0369, 0.0153
Si, 0.006, 0.0615, -0.0182
Si, -0.0098, 0.0169, -0.0051
Si, -0.0141, -0.0078, 0.0138
Si, 0.003, -0.0218, 0.0055
Si, 0.0131, -0.0491, -0.0065
Si, 0.0114, 0.1139, 0.0402
Si, -0.0921, 0.0969, 0.1006
Si, 0.0095, 0.1837, -0.0885
Si, 0.1402, -0.0428, 0.172
Si, -0.0623, -0.0057, -0.1896
Si, -0.0183, -0.0873, 0.1287
Si, 0.1022, -0.0284, -0.1448
Si, -0.0593, 0.1743, 0.0486
Si, 0.0382, 0.1077, -0.0802
Si, -0.0399, 0.1114, 0.2612
Si, 0.0014, 0.0806, 0.0024
Si, -0.0219, 0.0985, -0.2833
Si, -0.018, 0.0986, 0.06
Si, -0.0092, -0.0155, -0.0165
Si, 0.0111, 0.0857, 0.0378
Si, -0.0077, 0.04, -0.0626
Si, 0.0015, -0.0505, 0.0003
Si, 0.0047, -0.0081, -0.0266
Si, -0.0182, 0.0849, 0.0294
Si, 0.0037, 0.0055, -0.0385
Si, 0.0261, -0.0659, -0.064
Si, 0.004, -0.0564, 0.0059
Si, 0.0213, -0.0874, 0.046
Si, -0.0119, -0.0509, 0.0133
Si, 0.0138, 0.0048, 0.0085
Si, -0.0082, -0.0118, 0.006
Si, -0.0141, -0.0044, 0.0149
Si, -0.007, 0.0126, 0.0137
Si, 0.0365, -0.0034, -0.0319
Si, 0.0059, 0.0145, 0.0202
Si, 0.0201, 0.002, 0.0301
Si, 0.0001, 0.0088, -0.0075
Si, 0.0156, 0.0152, 0.0161
Si, 0.0035, -0.0033, 0.0206
Si, -0.0217, -0.0075, 0.0221
Si, -0.0161, -0.0097, -0.0048
Si, 0.0133, -0.0018, -0.0246
Si, -0.0128, 0.0199, 0.0079
Si, -0.005, 0.0125, -0.0007
Si, -0.0157, 0.0006, -0.0169
Si, 0.0047, 0.0005, -0.0145
Si, 0.0121, -0.0515, 0.0008
Si, 0.0114, -0.0037, -0.0228
Si, 0.0087, -0.0006, 0.0084
Si, 0.023, 0.0092, -0.0068
Si, -0.0299, -0.0021, -0.0133
Si, -0.0151, 0.003, -0.0016
Si, -0.0225, -0.0066, -0.0245
Si, -0.0042, 0.0066, 0.0078
Si, -0.0019, -0.002, -0.0123
Si, -0.0054, 0.0179, 0.0149
Si, 0.0009, -0.0064, 0.0022
Si, 0.0095, -0.0057, 0.0034
Si, 0.0054, 0.0014, -0.0038
Si, -0.0008, -0.0061, 0.0028
Si, 0.0044, -0.0044, 0
Si, 0.0052, 0.0127, 0.0259
Si, 0.0043, 0.0018, 0.0034
Si, -0.0105, 0.0049, -0.0061
Si, -0.0029, -0.0073, -0.0042
Si, 0.0001, 0.0026, 0.0092
Si, -0.0004, 0.0017, 0.0009
Si, -0.0011, 0.0035, 0.0006
Si, -0.0052, -0.0009, 0.0043
Si, -0.0002, 0.0008, 0.0032
Si, -0.0004, 0.0003, -0.0002
Si, 0.0003, -0.0017, 0.0094
Si, 0.0056, -0.0015, 0.0073
Si, -0.0039, 0.0006, 0.0102
Si, 0.0024, 0.002, 0.0071
Si, -0.0021, 0.0001, 0.0077
Si, -0.0013, 0.0027, 0.0075
Si, 0.0198, -0.0118, 0.0614
Si, 0.0205, -0.0625, -0.0163
Si, -0.0151, -0.0571, -0.1254
Si, -0.0023, -0.1233, 0.0934
Si, 0.0296, -0.0939, -0.018
Si, -0.0236, -0.061, 0.0039
Si, -0.051, 0.0129, -0.0076
Si, 0.0494, -0.0187, 0.0266
Si, 0.0045, -0.0258, -0.0437
Si, 0.0361, -0.1834, 0.0922
Si, -0.0039, -0.1229, -0.0892
Si, -0.0012, -0.0871, 0.0108
Si, -0.0037, -0.0068, -0.0045
Si, 0.0034, -0.0015, -0.0042
Si, 0.0057, -0.0032, -0.0043
Si, -0.004, -0.0034, -0.0011
Si, 0.0107, -0.0032, -0.0036
Si, -0.0038, -0.0001, -0.0057
Si, -0.0011, 0.0071, -0.0059
Si, 0.001, 0.0042, -0.0012
Si, -0.0075, 0.0072, 0.0087
Si, -0.0065, 0.0085, -0.0062
Si, -0.0023, -0.0056, -0.0022
Si, 0.0062, 0.0055, -0.0106
Si, 0.0128, -0.0101, -0.0104
Si, 0.0004, -0.0052, 0.0155
Si, -0.0035, -0.0035, -0.0104
Si, -0.0034, -0.009, -0.0114
Si, -0.0028, 0.0074, 0.0062
Si, 0.0004, -0.0023, -0.0105
Si, -0.0721, 0.0189, 0.012
Si, -0.0052, 0.0072, 0.0115
Si, -0.0212, -0.0077, 0.0029
Si, 0.0177, 0.0027, 0.029
Si, 0.0107, -0.0197, -0.0039
Si, 0.0676, -0.0142, 0.0016
Si, -0.0005, 0.0137, 0.0511
Si, 0.0316, -0.0128, 0.0091
Si, 0.0011, 0.0193, -0.0053
Si, 0.0266, -0.0061, -0.0193
Si, -0.0435, -0.0112, -0.0299
Si, -0.025, -0.0054, 0.0117
Si, 0.0018, 0.025, -0.0367
Si, -0.041, 0.0028, 0.0189
Si, 0.0134, 0.0048, -0.0131
Si, 0.0141, -0.0231, 0.0014
Si, 0.003, 0.0019, -0.0159
Si, 0.0027, 0.0133, 0.024
Si, -0.023, 0.0041, 0.0008
Si, 0.0183, 0.0029, 0.0097
Si, -0.0022, 0.0243, -0.0396
Si, -0.0426, 0.0322, -0.057
Si, 0.0087, -0.0397, -0.0192
Si, 0.0135, -0.0176, 0.0156
Si, -0.0218, 0.0008, 0.0225
Si, 0.006, -0.0376, -0.0256
Si, 0.0175, -0.0064, -0.0263
Si, 0.014, -0.0055, -0.0075
Si, 0.0034, 0.0179, -0.0058
Si, 0.0002, -0.0148, 0.0288
O, 0.0195, -0.0218, 0.0032
O, -0.043, -0.0189, 0.0408
O, -0.0049, 0.0051, -0.0074
O, 0.0027, -0.0004, -0.0003
O, -0.0052, -0.0157, 0.0267
O, -0.0032, 0.0086, -0.0201
O, 0.024, 0.0092, 0.0126
O, -0.0106, 0.0012, 0.0145
O, 0.0047, 0.0123, 0.0101
O, 0.044, 0.0158, -0.0001
O, 0.0207, 0.015, 0.0315
O, -0.0097, 0.0174, 0.0172
O, -0.0082, -0.0013, -0.011
O, 0.0081, -0.0015, -0.0027
O, 0.0151, -0.0107, -0.0107
O, 0.0033, -0.005, -0.0064
O, -0.0156, 0.0118, 0.0143
O, -0.0032, 0.004, 0.0099
O, -0.0025, -0.0172, -0.0195
O, -0.0069, 0.0015, 0.0167
O, 0.0003, 0.0209, -0.0085
O, -0.0091, 0.0127, -0.0043
O, -0.0072, 0.017, -0.0144
O, -0.0096, -0.0154, -0.0216
Si, 0.0008, -0.0008, 0.0076
Si, 0.0096, -0.0176, -0.0257
Si, 0.0044, 0.0068, -0.0077
Si, -0.002, -0.0136, 0.0013
Si, -0.0007, -0.0004, 0.0016
Si, -0.0006, -0.0039, 0.0071
Si, 0.0007, -0.0015, 0.005
Si, -0.0023, 0.0011, 0.0067
Si, -0.0028, 0.0056, 0.0026
Si, -0.003, 0.0017, 0.0042
Si, 0.009, 0.0132, -0.0061
Si, -0.0046, -0.0084, 0.0168
Si, -0.0029, 0.0019, 0.0005
Si, 0.0048, 0.0011, 0.0094
Si, 0.0033, -0.0032, 0.0087
Si, -0.0078, -0.0085, -0.0015
Si, -0.0005, 0.0011, 0.0075
Si, 0, -0.0023, -0.005
Si, -0.0018, 0.0031, 0.0053
Si, -0.0027, 0.0005, -0.0047
Si, 0.0035, -0.0029, -0.0053
Si, -0.0025, -0.0069, 0.0019
Si, 0.0003, 0.0054, 0.0077
Si, 0.0005, -0.0107, -0.013
Si, -0.009, 0.0062, -0.0039
Si, -0.0092, 0.0152, -0.0029
Si, -0.0008, 0.0009, 0.0053
Si, -0.0065, -0.0011, 0
Si, -0.0175, 0.0171, 0.0134
Si, -0.0048, 0.0012, 0.0059
Si, 0.0086, -0.0092, -0.0135
Si, -0.0017, 0.0001, 0.0056
Si, -0.0059, -0.0006, 0.0021
Si, -0.0117, 0.0068, -0.002
Si, 0.0014, -0.0029, -0.0092
Si, -0.0106, -0.0074, 0.0059
Si, 0.0008, 0.0017, 0.0031
Si, 0.0038, -0.0016, 0.0089
O, -0.0014, 0.0038, -0.0068
O, 0.0002, -0.0015, -0.0021
O, -0.0059, -0.0091, 0.0007
O, -0.005, 0.0008, -0.0012
O, -0.0018, -0.0015, -0.002
O, -0.0104, 0.0053, -0.007
O, -0.0002, 0.0005, -0.0069
O, -0.0002, 0.0022, 0.0025
O, 0.0024, 0.0001, 0.0048
O, -0.0015, 0.0015, -0.0019
O, -0.0211, -0.0039, -0.0202
O, 0.0193, -0.0051, -0.0095
O, -0.0003, 0.0047, -0.0031
O, -0.0026, 0.0345, 0.0372
O, -0.0017, 0.0036, 0.002
O, -0.0032, 0.0024, 0.0022
O, 0.0064, -0.0016, -0.0068
O, -0.0002, -0.0037, 0.0061
O, -0.0054, 0.0004, -0.0015
O, 0.0004, 0.0017, -0.0018
O, -0.0011, 0.0018, 0.0085
O, -0.0043, 0.0004, -0.0039
O, 0.0004, -0.0004, -0.005
O, 0.0036, 0.0005, 0.0095
O, 0.0043, -0.0008, -0.0046
O, 0.0013, 0.0008, 0.0031
O, -0.0041, -0.0018, 0.0023
O, 0.0067, -0.0043, 0.0035
O, 0.0087, 0.0092, -0.0025
O, 0.0226, -0.0225, 0.0202
O, -0.0007, -0.0037, 0.0027
O, -0.0027, 0.0002, -0.0009
O, 0.0022, -0.0012, 0.0021
O, -0.0048, 0, -0.006
O, 0.0125, -0.0156, 0.0075
O, -0.0016, -0.0021, -0.0039
O, -0.003, 0.0044, -0.0038
O, -0.0101, -0.0077, -0.0007
O, -0.0034, -0.0052, -0.0038
O, 0.0002, 0.0015, -0.0047
O, 0.0022, -0.0039, -0.0028
O, -0.0002, 0.0008, 0.0004
O, 0.0004, 0.0014, 0.0001
O, -0.0048, 0.0058, 0.0054
O, -0.0002, -0.0009, -0.0003
O, 0.0064, 0.0042, -0.0013
O, -0.0033, -0.0021, 0.001
O, 0.0001, 0.0003, -0.0045
O, -0.0052, 0.0002, -0.0069
O, -0.0147, -0.0024, -0.0054
O, -0.0034, 0.0033, 0.0008
O, -0.0021, 0.001, -0.0049
O, -0.0036, -0.005, 0.0058
O, 0.0027, 0.0052, 0.0057
O, -0.0022, 0.003, -0.0032
O, -0.0017, 0.0024, -0.0011
O, -0.0058, -0.0039, -0.0083
O, 0.0007, 0.002, -0.0126
O, 0.0002, 0.007, 0.0055
O, -0.0003, 0.0009, -0.002
O, 0.0033, 0.0007, -0.0002
O, -0.0008, 0.0008, -0.0027
O, 0.0002, -0.0007, -0.0039
O, 0.0005, 0, -0.0036
O, -0.0045, 0.0043, -0.003
O, -0.0005, 0.0101, 0.017
O, 0.0023, -0.0049, -0.0084
O, -0.0001, -0.0173, 0.0005
O, 0.0175, 0.0108, -0.0073
O, 0, 0.0144, -0.0141

The program warned: the cutoff lies below the one the program advises for these potential files; the exchange-correlation potential is rough where the density is thin.
